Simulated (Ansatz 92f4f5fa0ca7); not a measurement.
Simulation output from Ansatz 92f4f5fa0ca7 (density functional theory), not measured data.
Periodic cell of 217 atoms, Si128O89, from a study of silicon, its oxide and their interface. The atomic structure is a simulated model.
Doubt: the cutoff is far below the 930 eV that the study's wrapper takes by default for these files, so forces and energies are approximate.
This geometry differs little from another in the collection (a relaxation step or a small displacement).

Settings: functional PBE; potential files Ansatz PAW; basis plane waves; wave-function cutoff 580 eV; density cutoff ratio 5; exchange-correlation grid ratio 1; k mesh 1 x 1 x 1, Gamma-centred; self-consistency stop 5e-08 eV per atom in the density residual; occupations fixed; spin none; net charge 0.

Cell vectors (angstrom)
a	10.938	0	0
b	0	10.938	0
c	2.4033	2.7394	32.1219

Atoms: element, x, y, z (angstrom)
Si	6.9397	5.945	25.9338
Si	8.7367	7.6616	26.016
Si	6.9468	0.5202	26.2556
Si	8.7396	2.2042	26.082
Si	1.5498	6.0041	25.9133
Si	3.3299	7.7808	26.0034
Si	12.4527	11.4564	26.2181
Si	3.3056	2.2516	26.0822
Si	5.1383	6.8421	27.2854
Si	7.8804	9.5273	27.3217
Si	5.1129	1.4218	27.4344
Si	7.876	4.1301	27.2277
Si	10.6262	6.82	27.2384
Si	11.9352	8.2332	28.6729
Si	10.5835	12.3353	27.4003
Si	2.3882	4.1367	27.2495
Si	3.8029	5.4367	28.6705
Si	6.4616	8.2283	28.6963
Si	3.8028	10.9013	28.7333
Si	6.5016	2.8293	28.7055
Si	9.287	5.4344	28.6534
Si	13.3715	9.5737	27.3289
Si	9.2648	10.8848	28.7137
Si	11.9498	2.8148	28.6991
Si	5.1378	4.1067	30.0686
Si	7.8723	6.8412	30.0686
Si	5.1378	9.5757	30.0686
Si	7.8723	12.3102	30.0686
Si	10.6068	4.1067	30.0686
Si	13.3413	6.8412	30.0686
Si	10.6068	9.5757	30.0686
Si	13.3413	12.3102	30.0686
Si	6.505	5.4739	31.4359
Si	9.2395	8.2084	31.4359
Si	6.505	10.9429	31.4359
Si	9.2395	2.7394	31.4359
Si	11.974	5.4739	31.4359
Si	3.7705	8.2084	31.4359
Si	11.974	10.9429	31.4359
Si	3.7705	2.7394	31.4359
Si	2.7345	4.1018	0.6813
Si	5.469	6.8362	0.6813
Si	2.7345	9.5708	0.6813
Si	5.469	1.3673	0.6813
Si	8.2035	4.1018	0.6813
Si	0	6.8362	0.6813
Si	8.2035	-1.3673	0.6813
Si	10.938	1.3673	0.6813
Si	1.3673	2.7345	2.0485
Si	4.1018	5.469	2.0485
Si	1.3673	8.2035	2.0485
Si	4.1018	0	2.0485
Si	6.8362	2.7345	2.0485
Si	9.5708	5.469	2.0485
Si	6.8362	8.2035	2.0485
Si	9.5708	0	2.0485
Si	2.6871	1.3393	3.3332
Si	5.483	4.112	3.4748
Si	2.7358	6.82	3.4677
Si	5.4779	-1.3552	3.3393
Si	8.2198	1.3731	3.5099
Si	0.0055	4.0957	3.3315
Si	8.2069	6.8264	3.3529
Si	-0.0059	9.5764	3.5001
Si	4.0095	2.6891	4.699
Si	6.9308	5.504	4.8215
Si	4.1644	8.2435	4.7377
Si	6.802	-0.0783	4.818
Si	-1.266	2.8131	4.816
Si	1.3431	5.3648	4.7609
Si	7.7211	-1.9347	6.0296
Si	1.4103	0.0476	4.8453
Si	2.3229	3.6321	6.0984
Si	5.974	7.331	5.9809
Si	3.2221	-0.9441	6.0135
Si	4.8448	0.8293	5.8492
Si	-2.2179	4.5861	6.1127
Si	-0.3834	6.3645	6.0205
Si	9.5366	8.1163	4.7942
Si	0.5603	1.9025	6.0891
Si	5.9322	5.4222	23.7976
Si	9.3534	8.6254	23.9469
Si	6.6239	10.1729	23.582
Si	9.8789	2.29	24.0135
Si	1.1198	4.2678	23.4362
Si	4.2738	7.9919	23.833
Si	4.7995	7.3842	16.9976
Si	3.9238	2.9622	23.9086
Si	-0.5762	1.3918	8.0841
Si	8.1553	-0.8837	8.0792
Si	5.5578	-1.1428	12.5609
Si	5.9418	1.3015	8.5672
Si	3.0086	3.201	11.046
Si	2.9689	-1.7346	8.257
Si	2.6546	9.8572	22.0053
Si	10.0693	2.6057	18.4323
Si	-0.4054	0.8134	10.9511
Si	5.9428	0.3533	15.3181
Si	8.1852	3.6025	8.2356
Si	6.1874	3.4581	15.1521
Si	1.6373	3.0213	16.7001
Si	0.7048	6.9821	8.0417
Si	11.6081	10.747	24.1855
Si	5.2765	4.76	12.5209
Si	3.8271	0.3922	10.5586
Si	2.9313	4.671	8.1781
Si	7.8578	5.9379	21.2236
Si	4.3273	7.3212	13.8857
Si	5.1702	6.8908	8.1253
Si	2.0578	8.8132	17.3819
Si	3.3037	0.5778	16.9574
Si	1.3119	7.7716	14.575
Si	-0.0012	4.8872	14.7403
Si	9.232	7.7686	21.7234
Si	8.263	-0.9938	11.0258
Si	-0.8171	6.5221	10.6221
Si	0.1662	3.8313	11.9029
Si	7.2491	5.9059	10.2434
Si	8.727	9.3761	19.4449
Si	4.9632	0.8412	21.7516
Si	9.9092	3.6241	21.3592
Si	11.4348	8.793	19.9627
Si	5.1513	2.0712	18.9479
Si	4.1989	4.4226	17.44
Si	7.6774	0.716	17.7681
Si	8.5921	4.6917	16.6765
Si	-0.2599	-1.9219	12.2795
Si	7.3445	6.9973	18.405
O	10.86	9.275	24.2268
O	6.26	0.2853	24.7673
O	11.1957	3.2318	24.3793
O	10.4544	0.8142	23.5998
O	1.1716	5.6747	24.2947
O	4.5143	10.9097	16.0343
O	4.3893	5.4362	8.0701
O	1.5383	9.5902	20.8888
O	4.6809	6.4438	23.4976
O	6.9029	5.4557	22.4711
O	8.8447	4.7084	20.803
O	-0.3525	4.971	10.8521
O	2.5655	1.7945	16.1486
O	0.9012	6.2048	14.4498
O	6.9842	6.3407	19.8739
O	1.3305	8.1981	18.7035
O	8.6199	8.0016	18.5533
O	2.5999	4.1644	17.3393
O	8.1938	9.7999	23.7336
O	9.4125	3.9949	17.8927
O	6.3006	10.9554	22.1943
O	2.644	3.7333	23.2009
O	10.6805	7.6501	20.8802
O	6.5566	1.8196	18.1717
O	5.3544	1.8141	20.5256
O	4.3512	1.7126	22.9674
O	4.9517	4.0051	16.0584
O	7.9275	4.6915	9.4073
O	6.0941	-0.5161	13.9628
O	4.391	3.5931	11.8134
O	9.198	2.8411	22.618
O	11.5748	2.4441	17.8449
O	8.5106	-1.6252	9.5165
O	8.5169	6.6814	10.9267
O	3.619	8.4119	17.3465
O	6.9074	2.5861	8.3672
O	5.0074	7.2496	15.3798
O	-0.564	6.8983	9.0595
O	11.7606	3.6992	15.4808
O	6.2533	5.4041	11.4078
O	6.7585	-0.085	8.3775
O	1.773	5.8008	8.4374
O	3.2546	8.4791	22.645
O	8.9042	0.5225	10.9495
O	2.8262	7.9394	13.9995
O	11.2728	4.3476	21.9832
O	6.7002	-1.0285	11.4111
O	5.1476	1.1914	9.9802
O	5.6847	8.8456	23.7645
O	1.7961	3.8802	11.894
O	5.2459	3.944	23.9912
O	4.133	8.0815	8.5769
O	7.6241	3.6368	15.8991
O	10.1982	2.646	20.0731
O	8.3717	9.019	21.0022
O	9.5507	2.749	8.5609
O	0.2123	0.8773	9.4293
O	1.492	-2.5035	8.2372
O	3.9592	1.1307	18.352
O	0.3207	-0.4874	11.6842
O	5.9254	1.8977	14.8553
O	3.1183	-0.604	9.4552
O	1.9649	10.7303	23.1916
O	4.8129	1.4074	7.4111
O	0.0676	7.6144	11.479
O	6.3819	6.853	9.2329
O	7.2349	0.1009	16.3115
O	9.0505	-1.7757	12.2287
O	-0.4815	4.2492	13.3318
O	6.137	7.894	17.7696
O	9.3183	0.1971	7.6427
O	4.7968	3.6387	18.733
O	10.2977	9.8365	19.3889
O	2.1278	10.4441	17.3219
O	4.4041	5.9875	17.7058
O	6.2309	4.1926	13.7079
O	5.2123	8.2408	12.8805
O	9.6422	5.3391	15.6152
O	9.1598	1.3905	17.8199
O	7.6891	10.4823	18.8972
O	4.2434	-0.4184	11.9176
O	2.9982	3.7028	9.4898
O	3.8339	10.7058	21.2876
O	-0.2632	2.2834	11.6273
O	2.7998	1.5773	11.0211
O	4.264	5.8537	13.1875
O	0.3226	-2.1469	13.7755
O	1.2279	8.2116	16.1304
O	7.6626	5.8519	17.3065

Results
free energy: -131991.796 eV
free energy less fixed offsets of O -568.88, Si -635.61 eV per atom: -3.396 eV

Forces (eV/angstrom), in the order of the atoms: element, x, y, z
Si	0.0073	0.0001	0.0047
Si	-0.0036	-0.0063	-0.0046
Si	-0.0002	0.0051	0.0179
Si	0.0061	0.0007	-0.0049
Si	0.0046	0.001	0.0066
Si	-0.0004	0.0052	0.0002
Si	0.0003	-0.0001	-0.0191
Si	0.0005	0.0031	-0.0119
Si	-0.0013	-0.0041	0.0133
Si	-0.0035	0.0002	0.0041
Si	-0.0024	-0.0031	0.0087
Si	-0.0088	0.0043	0.0011
Si	0.0006	-0.0024	0.0043
Si	0.0096	0.0023	0.0055
Si	0.0014	0.0019	0.0121
Si	-0.0012	-0.0003	0.0065
Si	0.0024	0.0052	0.0044
Si	-0.0026	-0.0023	-0.0042
Si	0.0016	0.0073	-0.0032
Si	0.0009	-0.001	0.0095
Si	-0.006	0.0068	0.0047
Si	-0.0041	-0.0074	0.0061
Si	0.0025	0.0036	0.0113
Si	-0.0035	-0.0023	0.0004
Si	-0.0384	0.2152	0.4686
Si	0.0584	-0.1125	-0.5478
Si	0.1301	-0.1109	0.5443
Si	-0.0363	0.0381	-0.3719
Si	-0.0938	0.1775	0.3886
Si	-0.0112	-0.0452	-0.4969
Si	0.0999	-0.1723	0.4584
Si	-0.1041	0.0754	-0.3674
Si	-0.019	0.0474	0.0019
Si	0.0063	-0.0443	-0.0123
Si	-0.097	-0.0655	-0.012
Si	0.0998	0.0387	-0.0181
Si	-0.1327	-0.0799	-0.0136
Si	0.0911	0.0913	-0.0125
Si	0.01	0.0564	-0.0171
Si	-0.0049	-0.0591	-0.0206
Si	0.0289	-0.0973	-0.0036
Si	0.0474	0.0653	-0.0321
Si	0.0671	0.0232	-0.0188
Si	-0.0978	-0.0396	-0.0086
Si	0.0778	0.0324	-0.0131
Si	-0.0643	-0.0196	-0.0183
Si	-0.04	-0.0856	-0.0055
Si	0.0464	0.0962	-0.0649
Si	-0.1483	-0.1482	-0.7458
Si	0.0702	0.0528	0.3932
Si	-0.008	0.0141	0.5822
Si	-0.079	0.058	-0.5313
Si	0.1445	-0.0751	0.5875
Si	-0.0135	0.0352	-0.5462
Si	0.0712	-0.0478	-0.4771
Si	-0.019	0.066	0.5884
Si	-0.0028	-0.0014	0.0037
Si	0.002	-0.0021	0.0031
Si	0.0016	0.0033	-0.0038
Si	-0.0025	-0.0024	-0.0021
Si	-0.0006	0	0.0026
Si	0.0002	0.001	0.0065
Si	-0.0008	-0.0013	0.0133
Si	0	-0.0022	-0.0016
Si	-0.002	0.0118	-0.0067
Si	-0.01	0.005	-0.0033
Si	-0.0003	-0.0044	0.0046
Si	0.0071	0.0061	0.0054
Si	-0.0046	-0.0079	0.0022
Si	0.0063	-0.0016	-0.0055
Si	-0.0145	-0.0058	0.0014
Si	0.0009	-0.0013	-0.0007
Si	-0.0124	-0.0105	0.0037
Si	0.0081	0.0062	0.0055
Si	-0.0026	-0.0008	0.0023
Si	0.0058	-0.014	-0.0047
Si	0.0024	-0.0033	0.0024
Si	-0.0015	0.0017	0.0075
Si	-0.0002	0.0052	-0.0048
Si	0.0069	0.0128	0.0103
Si	0.0082	-0.006	0.0167
Si	0.017	0.0036	0.0335
Si	-0.0171	0.015	-0.0104
Si	0.0044	-0.0036	0.0087
Si	-0.0005	-0.0049	0.0103
Si	-0.0112	0.0141	0.0159
Si	0.0001	0.0005	0.0031
Si	-0.017	-0.0067	0.0238
Si	0.0159	0.0058	-0.0188
Si	-0.0002	-0.0036	-0.0117
Si	0	0	0.0012
Si	-0.0011	0.0013	-0.0003
Si	0.0042	0.0031	-0.0024
Si	0.0051	0.0036	-0.0171
Si	0.0009	0.0108	0.003
Si	0.0001	-0.0011	0.0035
Si	0.0029	-0.0001	-0.0043
Si	-0.0005	0.0003	0.0014
Si	-0.0002	-0.0035	-0.0215
Si	-0.0009	-0.001	0.001
Si	-0.0011	-0.0007	0.0042
Si	0.0013	-0.0073	-0.0142
Si	0.0062	0.0177	0.0144
Si	0.0015	0.0009	-0.0014
Si	0.0056	0.0019	-0.0034
Si	-0.0021	-0.0051	-0.0195
Si	-0.0063	-0.0219	-0.0036
Si	-0.0007	0	0.0013
Si	0.002	-0.0014	-0.0212
Si	0.0001	0.0027	0.0018
Si	-0.002	0.0004	0.0038
Si	0.0009	-0.0018	0.002
Si	0.0014	-0.0002	0.0024
Si	0.0067	0.0038	-0.0325
Si	0	-0.0038	-0.0036
Si	0.002	0.0022	-0.0025
Si	-0.001	0.0013	-0.0003
Si	-0.0027	-0.0045	0.0056
Si	-0.0004	0.004	-0.0084
Si	-0.0036	0	-0.0031
Si	0.0032	-0.0048	0.0052
Si	0.0082	0.009	-0.0038
Si	0.0006	-0.0004	0.0031
Si	-0.0016	-0.0008	0.002
Si	0	0.0018	0.0032
Si	-0.0008	-0.0005	0.0034
Si	0.0009	-0.0016	-0.0026
Si	-0.0001	0.0018	-0.0059
O	-0.016	-0.0091	-0.0017
O	0.0014	-0.0046	-0.0062
O	0.001	-0.0002	-0.0101
O	0	0.0068	0.0109
O	-0.0045	-0.0094	-0.005
O	0.0014	0.0007	0.0002
O	0.0025	0.0049	0.0079
O	-0.0052	-0.0058	0.0001
O	0.0062	-0.0128	-0.0085
O	0.0034	0.0059	-0.0079
O	-0.0076	0.0136	0.0066
O	0.0007	-0.0022	0.0016
O	0.0001	0.0005	0.0026
O	-0.0005	0.0007	0.0024
O	0.0017	0.0033	0.0092
O	-0.0023	-0.0007	0.0037
O	-0.0023	-0.002	0.0045
O	-0.0005	0.0001	0.0014
O	0.0072	-0.0057	-0.0043
O	-0.0014	0.002	0.0007
O	0.0031	-0.0028	0.0098
O	0.0046	0.0018	0.0044
O	-0.016	-0.0054	0.0193
O	-0.0002	-0.0004	0.0017
O	-0.0009	0.0016	0.002
O	0.0026	0.0022	0.0012
O	0.0006	0.0015	0.0017
O	-0.0021	0.0043	0.0101
O	-0.0016	0.0013	0.0015
O	-0.0029	-0.0006	0.0008
O	0.0036	0.0034	0.0005
O	0.0012	0.0011	0.0007
O	-0.0005	0.0012	0.0052
O	0.0018	0.0008	0.0011
O	-0.0023	-0.0002	0.0023
O	0.0026	0.0032	0.0008
O	-0.0005	-0.0007	0
O	-0.0083	-0.0005	0.008
O	-0.0005	0.0001	0.0008
O	0.0006	0.001	-0.0009
O	0.0019	-0.0029	-0.0005
O	0.0027	0.0022	0.008
O	0.0019	-0.0043	0.0006
O	-0.0008	0.0012	0.0031
O	-0.0005	-0.0004	0.0036
O	-0.004	0.0004	0.0031
O	-0.0015	-0.0011	0.0043
O	-0.0092	-0.0047	0.0045
O	-0.0059	-0.007	0.0028
O	-0.0023	-0.0005	0.0036
O	0.0024	0.0107	-0.008
O	-0.0058	0	0.0086
O	-0.0017	0.0001	0.0025
O	-0.0003	-0.0002	0.0011
O	0	-0.0037	0.0196
O	-0.0068	-0.0014	0.0055
O	-0.0037	-0.0025	0.0116
O	0.0063	0.0016	0.0041
O	-0.0002	-0.0001	0.0018
O	-0.0001	0.0005	0.0031
O	-0.0006	-0.001	0.0043
O	0.0007	0.0034	0.007
O	0.0061	-0.0057	-0.0036
O	0.0041	0.0034	0.009
O	0.0005	0.0016	0.0024
O	-0.0018	-0.001	0.0038
O	-0.0016	0.0002	0.0001
O	-0.0001	0	0.0028
O	0.0004	-0.0014	0.0005
O	0.0013	-0.0002	0.0036
O	-0.0065	0.001	0.0064
O	-0.0011	0.001	0.0019
O	-0.0014	0.0003	0.0046
O	0	-0.0023	0.0017
O	0	0.0006	0.003
O	-0.0011	-0.0007	0.0051
O	-0.0005	0.0026	0.0036
O	-0.0007	0.0004	0.0021
O	-0.0023	-0.0005	0.0019
O	0.0006	-0.0009	0.0038
O	0.0016	-0.0023	0.0049
O	0.0007	-0.0023	0.0099
O	0.0002	-0.0006	0.006
O	0.0016	0.0001	0.003
O	-0.0012	0.0012	0.0024
O	0.0004	0.0003	0.0016
O	-0.0012	0.0005	0.0013
O	-0.0005	0.0003	0.0013
O	0.0002	0.0009	0.0029

The program warned: the cutoff lies below the one the program advises for these potential files; the exchange-correlation potential is rough where the density is thin.
